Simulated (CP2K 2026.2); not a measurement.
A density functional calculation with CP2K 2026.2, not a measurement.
Periodic cell of 513 atoms, Si360O153, from a study of silicon, its oxide and their interface. The atomic structure is a simulated model.
Doubt: the forces sum to 1.70 eV/angstrom along one axis rather than to zero, so they err by at least 0.0033 eV/angstrom per atom on average; the grid cutoff is modest.

Settings
functional: PBE
method: Gaussian and plane waves
basis set: DZVP-MOLOPT-SR-GTH
pseudopotentials: GTH-PBE
grid cutoff: 300 Ry, relative cutoff 40 Ry
k points: Gamma only
occupations: fixed
spin: none
net charge: 0

Cell vectors (angstrom)
a	16.32	0	0
b	0	16.32	0
c	1.3035	-0.2109	34.8622

Atoms and the computed forces on them: element, x, y, z (angstrom), force x, y, z (eV/angstrom)
Si	-2.395	-4.206	-0.798	-0.123	0.033	0.127
Si	1.713	0.748	1.505	0.312	0.039	0.486
Si	-1.946	4.631	1.556	-0.107	0.12	0.597
Si	0.795	7.292	1.471	-0.123	0.151	0.628
Si	-0.898	-7.325	1.618	0.06	-0.037	-0.001
Si	1.729	-4.526	1.571	0.052	-0.024	-0.01
Si	3.517	-0.93	1.441	-0.193	0.176	0.606
Si	6.437	1.698	1.388	0.077	-0.22	0.804
Si	4.376	4.036	1.447	-0.252	0.085	0.697
Si	7.137	6.356	1.417	-0.101	0.248	0.703
Si	3.497	10.056	1.479	-0.056	0.056	0.064
Si	-8.977	-4.588	1.318	0.035	-0.016	-0.003
Si	-6.249	-1.822	1.286	0.009	-0.063	-0.008
Si	-3.635	0.956	1.516	0.284	-0.106	0.506
Si	-6.96	4.148	1.476	0.148	-0.029	0.665
Si	-3.662	6.323	1.649	0.002	0.037	-0.027
Si	-7.145	-6.265	1.418	-0.341	0.114	0.507
Si	-4.455	-3.552	1.414	-0.244	0.22	0.508
Si	-0.032	0.042	2.942	0.052	-0.038	0.044
Si	2.669	2.73	2.505	-0.027	0.005	-0.038
Si	-0.108	5.52	2.737	-0.007	0.017	-0.068
Si	2.609	8.229	2.706	0.003	0.026	-0.114
Si	0.043	-5.545	2.839	0.018	0.01	-0.037
Si	2.69	-2.726	2.756	-0.014	0.019	0.022
Si	5.325	0.031	2.638	-0.001	-0.009	-0.069
Si	-8.221	2.671	2.767	-0.024	-0.004	-0.083
Si	5.562	5.405	2.906	0.019	-0.004	-0.037
Si	-8.139	8.179	2.548	0.019	0.012	-0.005
Si	5.451	-5.408	2.581	-0.035	0.002	-0.036
Si	-8.03	-2.795	2.587	-0.019	0.031	-0.022
Si	-5.356	-0.117	2.704	-0.028	-0.003	-0.054
Si	-2.727	2.749	2.77	0.015	-0.003	-0.02
Si	-5.433	5.358	2.801	-0.057	-0.011	-0.004
Si	-2.667	8.074	2.857	-0.014	-0.011	0.003
Si	-5.45	-5.289	2.725	0.027	0.003	-0.022
Si	-2.714	-2.548	2.654	0.057	0.015	-0.006
Si	-1.316	1.503	4.204	-0.057	0.014	-0.028
Si	1.329	4.084	3.949	0.037	-0.019	-0.016
Si	-1.372	6.765	4.283	-0.024	0.017	-0.048
Si	1.36	9.477	4.261	-0.04	-0.027	-0.041
Si	-1.388	-4.047	3.976	-0.003	0.027	0.018
Si	1.278	-1.456	4.171	0.028	-0.006	0.008
Si	4.008	1.409	4.031	-0.01	-0.006	-0.01
Si	6.85	4.022	4.242	-0.015	-0.032	0.02
Si	4.066	6.848	4.011	0.022	0.019	0.02
Si	6.74	-6.862	3.967	0.016	0.032	-0.034
Si	4.181	-4.019	4.047	-0.038	-0.019	-0.014
Si	-9.501	-1.378	3.881	-0.001	0.009	-0.035
Si	-6.796	1.269	4.004	0.039	0.038	0.006
Si	-4.143	3.984	4.187	0.034	0.024	-0.018
Si	-6.788	6.856	4.02	-0.03	-0.027	-0.014
Si	-4.091	-6.765	4.006	-0.025	0.017	-0.014
Si	-6.791	-4.032	4.167	-0.013	0.033	-0.049
Si	-4.037	-1.35	4.187	0.005	-0.032	0.011
Si	-2.693	0.063	5.49	0	-0.038	-0.018
Si	0.057	2.822	5.501	-0.012	0.022	0.021
Si	-2.767	5.375	5.529	0.005	-0.004	-0.009
Si	-0.002	8.131	5.588	-0.01	-0.002	0.021
Si	-2.736	-5.412	5.375	0.036	0.004	0.037
Si	-0.062	-2.797	5.49	0.004	-0.017	0.032
Si	2.687	-0.001	5.409	0.008	0.037	-0.014
Si	5.394	2.677	5.478	0.004	0.01	-0.013
Si	2.707	5.438	5.341	-0.031	-0.009	0.017
Si	5.417	-8.153	5.415	0.014	-0.023	0.015
Si	2.793	-5.407	5.439	0.014	0.009	-0.055
Si	5.512	-2.675	5.39	0.011	0.032	0.024
Si	-8.181	-0.055	5.353	-0.009	-0.025	0.01
Si	-5.503	2.624	5.475	-0.003	-0.002	0.011
Si	-8.107	5.479	5.455	-0.008	-0.009	0.002
Si	-5.438	8.196	5.4	0.003	-0.029	0.006
Si	-8.207	-5.473	5.375	0.012	-0.006	-0.043
Si	-5.423	-2.701	5.517	0.021	-0.025	0.003
Si	-1.369	-1.359	6.823	0.009	-0.01	-0.008
Si	1.371	1.371	6.804	-0.002	-0.021	0
Si	-1.353	4.091	6.879	0.008	0.007	0.017
Si	1.395	6.749	6.831	0.017	-0.008	0.002
Si	-1.39	9.558	6.808	-0.037	0.021	-0.003
Si	1.377	-4.103	6.807	-0.042	-0.005	0.001
Si	4.104	-1.34	6.75	-0.011	-0.002	-0.012
Si	6.795	1.307	6.769	0.014	-0.028	-0.009
Si	4.05	4.093	6.773	-0.034	0.017	-0.016
Si	-9.529	6.807	6.777	0.002	-0.003	-0.002
Si	4.108	-6.785	6.808	-0.011	-0.006	0.011
Si	-9.512	-4.083	6.764	0.004	0.012	0.022
Si	-6.828	-1.35	6.804	0	0.032	0.019
Si	-4.098	1.346	6.854	0.004	0.007	0.009
Si	-6.797	4.074	6.811	-0.005	-0.006	0.004
Si	-4.112	6.815	6.799	0.01	0.013	0.011
Si	-6.826	-6.797	6.764	-0.003	0.007	0.001
Si	-4.069	-4.094	6.815	0.011	-0.01	0.002
Si	0.008	0.004	8.161	0.002	0.011	0.006
Si	2.724	2.727	8.164	-0.005	0.005	-0.002
Si	0.014	5.443	8.216	-0.02	0.006	0.02
Si	2.744	-8.168	8.155	0.002	-0.006	0.017
Si	0.003	-5.444	8.17	0.026	-0.006	0.009
Si	2.735	-2.703	8.126	-0.002	-0.006	-0.005
Si	5.445	-0.019	8.16	0.002	0.001	0.002
Si	-8.185	2.706	8.134	-0.001	0.012	0
Si	-10.893	5.442	8.132	0.003	0	0.007
Si	-8.17	-8.155	8.143	-0.011	-0.001	-0.005
Si	-10.865	-5.42	8.157	0.002	0.002	0.007
Si	8.157	-2.736	8.152	0.013	-0.017	0.001
Si	-5.468	-0.009	8.185	-0.001	-0.006	0.01
Si	-2.722	2.708	8.197	0.007	-0.001	0.007
Si	-5.443	5.44	8.17	0.011	-0.006	0.006
Si	-2.744	8.177	8.156	0	0	0.015
Si	-5.457	-5.451	8.146	-0.002	0.01	0.011
Si	-2.727	-2.721	8.177	-0.01	0	0.006
Si	-1.359	1.346	14.941	0.006	0.005	0
Si	1.371	4.072	14.964	-0.018	0.006	0.004
Si	-1.356	6.814	14.951	-0.002	-0.006	-0.01
Si	1.34	-6.791	14.948	0.006	-0.013	-0.011
Si	-1.357	-4.081	14.979	-0.004	0.001	0.003
Si	1.366	-1.387	14.973	-0.009	-0.011	0.002
Si	4.075	1.341	14.98	0.021	-0.004	-0.006
Si	-9.51	4.085	14.956	0.003	-0.01	-0.007
Si	4.091	-9.535	14.95	0.005	-0.001	-0.005
Si	-9.544	-6.808	14.966	-0.016	0.014	0.001
Si	4.057	-4.102	14.966	0.01	-0.008	-0.007
Si	6.789	-1.376	14.96	-0.001	0.007	-0.009
Si	-6.786	1.371	14.945	-0.008	0.002	-0.006
Si	-4.083	4.094	14.931	-0.004	0	-0.001
Si	-6.815	6.797	14.949	0.014	0.011	0.001
Si	-4.07	9.526	14.96	-0.011	-0.001	-0.004
Si	-6.816	-4.068	14.958	-0.004	-0.003	-0.014
Si	-4.067	-1.347	14.963	0.004	-0.004	-0.002
Si	-2.709	0.016	16.336	0.033	-0.002	0.001
Si	0.014	2.683	16.297	-0.011	0.029	-0.007
Si	-2.726	5.455	16.29	0.022	-0.002	-0.002
Si	-0.031	8.201	16.321	-0.021	-0.003	-0.003
Si	-2.699	-5.46	16.342	0.02	-0.02	0.007
Si	0.011	-2.738	16.351	-0.008	0.016	0
Si	2.728	-0.043	16.345	0.002	-0.002	-0.004
Si	5.434	2.736	16.307	-0.006	0.029	-0.004
Si	2.757	5.414	16.319	0.007	-0.022	0.008
Si	5.42	-8.176	16.334	-0.008	-0.022	-0.019
Si	2.688	-5.458	16.335	-0.022	0.002	-0.01
Si	5.422	-2.746	16.314	-0.026	-0.005	0.001
Si	-8.138	-0.014	16.281	0.014	-0.016	-0.011
Si	-5.424	2.74	16.303	0.008	0.022	-0.01
Si	-8.158	5.442	16.332	0.014	-0.007	-0.005
Si	-5.454	8.168	16.289	-0.01	0.003	-0.011
Si	-8.185	-5.432	16.309	0.014	0.017	-0.014
Si	-5.46	-2.687	16.304	-0.006	0.013	-0.005
Si	-1.294	-1.308	17.688	-0.004	-0.006	-0.018
Si	1.405	1.366	17.684	-0.009	0.007	-0.02
Si	-1.414	4.008	17.602	-0.005	0.007	-0.012
Si	1.379	6.827	17.58	-0.006	0.004	-0.035
Si	-1.345	-6.781	17.791	0.02	-0.002	-0.021
Si	1.305	-4.155	17.737	-0.025	-0.022	-0.025
Si	4.042	-1.458	17.712	-0.011	-0.02	0.02
Si	-9.488	1.368	17.585	0.014	0.009	0.009
Si	4.086	4.045	17.742	-0.021	-0.008	-0.04
Si	-9.584	6.739	17.695	0.021	-0.014	-0.013
Si	4.066	-6.799	17.684	-0.005	-0.005	0.026
Si	-9.513	-4.053	17.687	-0.002	0.003	-0.02
Si	-6.787	-1.317	17.706	0.04	0.016	-0.015
Si	-4.114	1.357	17.683	-0.024	-0.001	-0.018
Si	-6.706	4.154	17.674	-0.018	0	-0.019
Si	-4.02	6.896	17.641	0.004	0.016	-0.035
Si	-6.874	9.469	17.637	-0.008	-0.002	-0.01
Si	-4.12	-4.091	17.605	-0.024	0.001	0.01
Si	0.102	0.046	19.096	-0.064	-0.034	0.07
Si	2.754	2.66	19.127	-0.011	-0.022	0.008
Si	0.007	5.399	18.791	0.027	0.025	-0.002
Si	2.677	8.158	19.023	-0.019	-0.047	0.031
Si	-0.005	-5.459	19.244	0.018	-0.003	0.029
Si	2.658	-2.858	19.11	0.043	0.026	0.045
Si	5.473	-0.02	18.898	-0.033	0.019	0.049
Si	-8.095	2.732	18.907	0.043	0.009	0.034
Si	5.401	5.407	19.135	0.016	0.035	0.018
Si	-8.232	8.096	19.022	0.033	0.041	0.014
Si	5.455	-5.436	19.022	-0.045	-0.009	0.054
Si	-8.155	-2.669	19.048	-0.012	-0.04	0.004
Si	-5.467	0.061	19.12	-0.036	0.002	0.029
Si	-2.769	2.694	19.047	0.075	0.059	0.075
Si	-5.307	5.57	19.018	-0.045	-0.046	0.014
Si	-2.741	-8.112	19.142	-0.064	-0.002	0.023
Si	-5.518	-5.466	18.928	0.062	0.014	0.01
Si	-2.735	-2.704	18.885	0.004	-0.03	0.034
Si	-1.37	1.365	20.433	0.017	-0.021	-0.01
Si	1.283	4.108	20.268	-0.027	-0.026	0.064
Si	-1.275	6.697	20.23	-0.014	-0.009	0.044
Si	1.416	-6.879	20.601	-0.026	-0.019	0.097
Si	-1.48	-3.979	20.405	0.041	0.026	0.023
Si	1.418	-1.394	20.496	0.034	0.01	0.054
Si	4.171	1.211	20.407	-0.005	-0.004	0.065
Si	-9.446	3.999	20.324	0.049	0.029	0.086
Si	3.957	6.774	20.443	-0.019	-0.062	0.033
Si	-9.623	9.425	20.385	0.031	0.001	0.053
Si	4.084	-4.199	20.487	0.002	-0.03	0.005
Si	6.825	-1.255	20.361	-0.026	0.043	0.075
Si	-6.819	1.5	20.468	0.022	0.043	0.075
Si	-3.996	4.189	20.431	0.053	0.007	-0.005
Si	-6.765	6.849	20.366	0.008	0.024	0.026
Si	-4.181	-6.673	20.441	-0.032	-0.019	0.048
Si	-6.867	-4.137	20.325	-0.028	-0.028	0.057
Si	-4.06	-1.393	20.313	0.021	-0.002	0.045
Si	-2.3	-0.482	21.592	0.179	-0.075	-0.662
Si	-0.395	3.171	21.604	-0.304	0.092	-0.601
Si	-2.064	4.984	21.651	-0.037	-0.239	-0.574
Si	0.411	7.538	21.615	0.257	-0.008	-0.663
Si	-3.33	-4.8	21.633	-0.038	0.043	0.013
Si	-0.566	-2.17	21.594	-0.039	0.151	-0.622
Si	3.414	-0.662	21.659	0.032	-0.067	-0.141
Si	5.974	2.183	21.529	0.011	-0.017	-0.114
Si	2.12	5.829	21.62	-0.037	0.284	-0.659
Si	5.085	7.758	24.024	0.052	0.041	-0.744
Si	3.333	-6.089	21.827	0.076	-0.057	-0.586
Si	5.14	-2.361	21.546	-0.257	0.131	-0.572
Si	-8.595	0.523	21.709	0.038	0.004	-0.06
Si	-5.873	3.404	21.604	-0.296	0.003	-0.673
Si	-7.696	5.037	21.516	0.148	-0.276	-0.598
Si	-5.834	-7.765	21.741	0.153	-0.109	-0.757
Si	-8.139	-5.64	21.672	-0.06	0.122	-0.665
Si	-5.107	-3.141	21.486	0.272	-0.171	-0.524
Si	-5.187	-2.562	24.471	-0.021	-0.101	-0.234
Si	0.833	1.894	24.258	0.038	0.093	-0.11
Si	-7.988	-7.917	-5.998	-0.071	0.028	0.041
Si	3.649	-7.377	-5.738	-0.088	0.117	0.073
Si	4.156	-5.843	24.775	-0.079	-0.077	-0.179
Si	-2.21	-4.383	-3.642	-0.06	-0.083	0.163
Si	-3.297	-4.916	23.967	-0.06	0	-0.782
Si	-10.589	2.694	23.759	0.087	-0.24	-0.59
Si	2.721	5.787	24.651	-0.086	0.061	-0.175
Si	4.985	8.443	21.723	-0.016	-0.045	0.031
Si	3.054	-3.024	-6.301	0	0.019	-0.088
Si	2.725	-0.641	23.865	0.363	0.071	-0.559
Si	-8.187	0.838	24.053	-0.257	-0.148	-0.724
Si	-3.186	-3.147	-6.426	0.095	-0.01	-0.08
Si	-9.197	5.413	24.223	0.018	0.006	-0.077
Si	-4.198	-7.797	24.288	0.028	0.02	-0.163
Si	-9.865	-3.962	23.842	0.005	-0.082	-0.226
Si	0.443	-2.407	24.488	-0.099	0.096	-0.148
Si	0.404	7.087	-1.615	-0.027	0.125	0.304
Si	-1.7	-7.208	-0.55	0.392	-0.16	0.644
Si	4.77	-1.69	-1.397	-0.06	0.005	0.125
Si	3.94	-7.108	-0.627	-0.139	0.122	0.6
Si	0.125	-6.945	27.442	-0.008	-0.107	0.111
Si	-3.488	-0.012	24.55	0.07	-0.125	-0.211
Si	-8.219	4.467	26.973	0.088	0.007	0.002
Si	-2.714	4.531	-1.327	0.121	0.058	0.178
Si	5.228	-4.873	-5.153	-0.137	0.035	0.091
Si	-3.961	7.092	-0.529	0.055	-0.421	0.615
Si	2.476	-2.255	-3.552	0.017	0.014	0.066
Si	-5.927	1.92	-3.615	0.078	-0.009	0.066
Si	-8.436	-4.905	-6.512	-0.024	-0.045	0
Si	0.142	6.46	26.441	0.058	-0.027	-0.104
Si	-9.296	0.487	-1.471	-0.051	-0.056	0.119
Si	-0.866	0.091	25.92	-0.018	-0.011	-0.128
Si	0.464	2.265	-4.663	-0.066	-0.057	-0.144
Si	-1.527	6.968	23.914	0.21	-0.105	-0.253
Si	-4.352	3.48	-5.778	-0.031	0.003	0.018
Si	-0.153	-0.619	-0.256	-0.439	0.101	0.47
Si	-5.373	-1.147	-3.55	0	0.031	0.088
Si	4.866	6.225	-0.615	0.068	-0.019	0.218
Si	-0.656	4.66	-3.318	-0.08	0.077	0.102
Si	-8.801	-0.636	26.586	0.024	0.019	-0.068
Si	4.385	-0.912	26.592	-0.081	-0.069	0.027
Si	-4.633	-6.097	-3.797	0.046	0.087	0.037
Si	3.347	3.078	25.544	-0.066	-0.121	-0.124
Si	2.921	-5.852	27.676	0.114	0.026	-0.132
Si	-1.767	-0.678	1.479	-0.04	0.038	-0.013
Si	-0.103	-0.512	-3.21	-0.035	-0.028	-0.041
Si	-2.579	-0.889	-4.8	-0.025	0.019	-0.07
Si	-5.415	2.415	24.451	-0.056	0.023	-0.114
Si	-5.882	-3.595	-5.311	0.131	-0.059	0.116
Si	-2.248	5.779	-5.719	-0.038	-0.042	-0.114
Si	-4.427	7.127	27.009	0.04	0.029	0.054
Si	-9.174	-3.773	-0.893	-0.008	-0.167	0.723
Si	-10.053	5.564	-3.256	-0.03	0.025	0.041
Si	-7.783	-3.272	26.104	-0.012	-0.006	-0.091
Si	-3.537	-7.833	-5.989	-0.038	0.05	0.004
Si	0.786	-4.736	-3.059	0.02	0.049	0.082
Si	-5.129	2.615	-0.663	0.025	-0.073	0.163
Si	-9.069	1.816	28.303	-0.069	0.046	0
Si	0.426	-3.588	-0.132	0.282	-0.214	0.367
Si	-2.058	1.627	-6.218	0.021	0.025	-0.005
Si	-6.96	-1.549	-0.994	0.237	-0.004	0.723
Si	-8.474	-8.124	-3.158	-0.027	0.072	-0.012
Si	2.178	-7.333	-3.023	0.038	0.036	0.052
Si	-10.714	6.73	-6.011	0.13	0.062	0.05
Si	-6.174	-7.434	-1.338	0.081	-0.001	0.056
Si	4.091	1.598	28.19	0.023	-0.066	-0.09
Si	-10.341	-5.875	-2.541	-0.039	0.018	-0.028
Si	-0.746	-4.75	25.769	-0.119	0.094	0.042
Si	-8.927	2.648	-3.772	0.011	-0.077	0.021
Si	-5.212	4.231	27.069	-0.031	0.045	-0.033
Si	-1.356	1.344	9.538	-0.024	-0.016	-0.001
Si	1.366	4.063	9.55	-0.006	-0.012	-0.002
Si	-1.366	6.826	9.525	0.02	0.02	0.004
Si	1.362	-6.817	9.513	-0.031	-0.01	0.002
Si	-1.352	-4.075	9.525	0.018	0.013	-0.003
Si	1.378	-1.355	9.507	0.003	0.014	0.003
Si	4.09	1.36	9.512	0.011	0.016	0.01
Si	-9.54	4.072	9.495	-0.017	-0.008	0.007
Si	4.092	6.796	9.521	0.016	0.004	-0.004
Si	-9.514	-6.79	9.515	0.015	0.001	0.006
Si	4.076	-4.071	9.506	-0.001	-0.005	-0.001
Si	6.797	-1.381	9.521	-0.007	-0.018	-0.004
Si	-6.82	1.369	9.522	0.025	-0.001	-0.008
Si	-4.075	4.091	9.534	0.021	0.017	0.001
Si	-6.816	6.802	9.511	-0.018	-0.018	0.001
Si	-4.103	-6.798	9.522	-0.007	-0.02	0.002
Si	-6.8	-4.084	9.518	-0.002	0.014	0.003
Si	-4.098	-1.371	9.534	-0.021	-0.012	0.011
Si	-2.723	-0.013	10.886	0.013	0	-0.001
Si	0.002	2.706	10.9	0.002	0.004	0.002
Si	-2.714	5.452	10.887	-0.007	-0.011	-0.006
Si	0	-8.153	10.889	-0.003	-0.005	0.008
Si	-2.727	-5.436	10.873	-0.003	0.001	-0.002
Si	0.012	-2.714	10.87	-0.009	-0.005	-0.001
Si	2.728	0.001	10.876	-0.002	-0.007	-0.002
Si	-10.881	2.718	10.878	0.002	-0.002	0.007
Si	2.732	5.434	10.888	-0.006	0.008	0.001
Si	-10.877	-8.155	10.872	0.001	-0.007	0.002
Si	2.718	-5.443	10.863	-0.005	-0.003	-0.001
Si	5.432	-2.728	10.883	0.005	0.002	0.001
Si	-8.168	-0.006	10.878	-0.003	0.008	-0.003
Si	-5.446	2.724	10.875	-0.019	0.01	-0.003
Si	-8.176	5.436	10.857	0.008	0.003	-0.002
Si	-5.457	-8.16	10.881	0.005	-0.001	0.002
Si	-8.159	-5.44	10.884	0.007	-0.004	0
Si	-5.45	-2.726	10.892	0.014	-0.007	0.004
Si	-1.357	-1.375	12.24	0.003	-0.005	0.001
Si	1.362	1.341	12.251	-0.002	0	0.004
Si	-1.35	4.089	12.244	-0.002	0.008	-0.003
Si	1.363	-9.524	12.237	-0.007	-0.008	0
Si	-1.366	-6.791	12.239	0.004	0.003	0.004
Si	1.363	-4.079	12.228	-0.011	0.002	-0.003
Si	4.081	-1.362	12.243	0.002	0.002	0
Si	-9.526	1.354	12.239	0.005	0.005	0
Si	-12.234	4.07	12.251	0.01	-0.008	0.005
Si	-9.516	-9.514	12.226	-0.006	-0.01	-0.001
Si	-12.252	-6.808	12.231	0.008	0	0.004
Si	6.785	-4.093	12.241	0	0	0
Si	-6.806	-1.358	12.247	0.006	-0.007	0.002
Si	-4.076	1.367	12.23	-0.003	-0.006	0
Si	-6.817	4.08	12.223	0.008	0.009	0.001
Si	-4.092	6.803	12.236	0.006	0.002	-0.001
Si	-6.8	-6.793	12.252	-0.01	-0.002	0.007
Si	-4.08	-4.078	12.245	-0.012	0.009	-0.001
Si	0.002	-0.029	13.605	-0.023	-0.017	-0.004
Si	2.723	2.702	13.608	-0.01	-0.001	0.014
Si	0.014	5.444	13.608	0.015	0.011	-0.004
Si	2.712	-8.168	13.605	-0.021	-0.014	-0.001
Si	-0.005	-5.423	13.592	0.001	0.009	0.008
Si	2.722	-2.729	13.597	0.009	0.016	-0.007
Si	5.438	-0.001	13.606	0.006	0.002	-0.006
Si	-8.163	2.717	13.591	-0.009	-0.009	-0.006
Si	-10.863	5.443	13.589	0.014	0.023	-0.003
Si	-8.17	-8.153	13.6	0.023	0.001	0.002
Si	-10.902	-5.456	13.601	-0.011	-0.013	-0.004
Si	8.142	-2.726	13.591	-0.014	-0.015	-0.008
Si	-5.426	0.008	13.594	0.007	0.015	0.01
Si	-2.712	2.728	13.59	0.021	0.023	0
Si	-5.461	5.439	13.582	-0.024	-0.021	-0.005
Si	-2.728	8.161	13.59	-0.018	-0.009	0.004
Si	-5.436	-5.428	13.61	0.035	0.011	-0.006
Si	-2.717	-2.726	13.611	0.002	-0.012	-0.008
O	-8.027	5.283	0.936	-0.023	-0.228	-0.491
O	-3.807	-4.086	-0.02	-0.174	-0.019	0.065
O	-5.678	-1.499	-1.992	0.422	-0.221	0.2
O	-0.495	1.359	24.985	-0.564	0.417	0.155
O	-3.168	6.08	-1.532	0.268	0.192	-0.57
O	-7.536	-7.865	-4.445	0.845	0.131	-0.094
O	-1.099	6.589	25.416	-0.444	-0.193	0.255
O	-5.394	3.292	25.784	0.105	-0.026	-0.187
O	-1.833	-4.947	24.614	0.451	-0.189	-0.015
O	1.674	0.593	23.813	0.213	-0.139	-0.411
O	2.296	5.283	23.167	0.125	-0.213	0.038
O	-2.679	8.088	23.976	0.225	0.453	0.007
O	-4.356	5.548	26.689	0.528	-0.031	-0.499
O	3.657	7.079	24.42	-0.354	0.337	0.345
O	-7.002	-6.701	22.228	0.106	0.081	0.341
O	-9.351	4.123	-3.293	0.029	0.005	0.397
O	-3.2	-7.804	-0.587	-0.234	0.503	0.327
O	4.759	-6.221	-5.897	0.329	-0.106	-0.247
O	-5.722	-2.658	22.943	-0.583	0.054	0.133
O	0.754	-1.993	-0.247	0.394	0.07	-0.139
O	-0.737	2.437	-5.75	-0.059	0.361	-0.394
O	1.275	-1.321	-3.048	-0.028	-0.055	0.091
O	-7.833	-2.909	-1.182	0.097	-0.075	-0.55
O	1.014	6.891	-0.12	0.052	-0.267	-0.035
O	3.854	-1.386	-0.103	-0.1	0.075	-0.202
O	2.785	-6.69	-1.674	-0.526	0.325	0.042
O	4.004	7.588	-0.681	-0.378	-0.213	0.115
O	-10.315	4.284	23.94	-0.56	0.225	-0.008
O	-9.276	1.12	0.008	0.529	-0.256	-0.091
O	-4.402	3.464	28.23	-0.067	-0.334	0.401
O	1.364	-6.097	28.025	-0.106	0.296	0.326
O	-8.204	5.596	22.97	0.065	0.009	0.183
O	5.407	2.881	0.906	-0.223	0.097	-0.13
O	-8.846	-3.367	24.912	-0.097	0.296	0.075
O	-2.79	-1.583	-6.26	0.241	0.238	-0.199
O	-10.512	-2.737	23.005	0.095	0.181	0.33
O	3.581	4.66	25.405	0.443	0.085	-0.039
O	-7.669	-7.733	-1.836	-0.408	0.173	0.205
O	-4.334	1.42	0.09	-0.18	0	-0.243
O	-8.743	2.968	27.221	-0.237	-0.134	-0.264
O	-10.049	6.668	0.072	0.083	0.444	-0.15
O	5.172	5.634	-2.075	-0.207	-0.305	-0.01
O	-4.774	2.755	-4.391	0.142	-0.039	0.559
O	-0.755	-0.373	-1.736	-0.639	0.292	-0.225
O	-6.279	3.301	0.252	-0.055	-0.252	-0.076
O	-0.24	7.599	23.139	0.251	0.038	0.508
O	-1.707	4.357	-0.057	0.285	-0.29	-0.453
O	-2.669	-3.76	-5.036	0.279	-0.169	0.093
O	3.735	2.658	27.035	-0.064	0.167	0.407
O	-2.521	-3.535	-2.274	-0.278	0.665	-0.004
O	4.252	7.557	-6.272	-0.358	-0.277	-0.246
O	-5.617	7.319	28.062	-0.108	-0.218	0.209
O	-9.78	-7.176	-3.316	-0.294	-0.145	-0.573
O	-0.757	-8.099	-1.534	-0.096	0.172	-0.442
O	0.21	0.935	-3.808	0.323	0.003	0.032
O	-7.199	-3.98	-6.122	-0.121	0.501	-0.42
O	-2.566	0.707	-4.994	-0.077	0.273	0.303
O	5.283	-6.399	-1.182	0.471	0.021	0.156
O	-2.687	-0.28	23.173	0.209	-0.079	0.184
O	-9.704	2.321	-5.136	-0.146	-0.271	0.181
O	-7.742	-4.648	26.933	-0.209	-0.421	-0.21
O	-6.36	-6.55	-0.002	0.483	0.523	-0.116
O	5.23	-4.652	24.629	-0.05	0.081	0.391
O	3.18	-5.841	23.463	-0.524	0.095	0.219
O	-2.12	5.644	23.17	-0.302	0.024	0.124
O	-8.246	4.902	25.421	0.521	0.017	-0.143
O	1.932	-2.057	23.997	0.115	-0.43	-0.246
O	-1.206	-3.58	0.126	-0.215	0.279	0.369
O	-5.328	3.363	23.153	0.534	0.524	0.238
O	-2.68	7.289	-5.346	0.349	0.094	0.45
O	-9.022	-4.973	22.882	-0.179	0.233	-0.043
O	1.903	2.16	-5.376	0.179	0.039	0.197
O	-6.331	-2.958	25.506	0.277	-0.074	0.069
O	3.27	-7.553	-4.177	0.473	-0.392	0.131
O	-8.16	-0.38	25.118	0.387	-0.484	-0.085
O	-6.132	-2.24	-4.469	-0.776	0.109	0.072
O	-2.459	-0.13	25.792	-0.294	-0.259	0.405
O	2.699	-1.963	-5.129	0.159	0.521	0.08
O	3.684	-7.161	28.239	-0.188	-0.324	0.23
O	-6.714	4.609	27.561	0.015	0.274	0.378
O	-9.14	-4.922	-2.04	0.453	0.033	-0.395
O	2.049	-4.282	-6.43	-0.472	-0.103	0.448
O	0.464	-3.829	25.235	0.538	-0.255	0.013
O	4.054	5.079	0.212	-0.275	0.004	-0.5
O	-0.09	-1.251	25.479	0.069	-0.002	0.276
O	-8.254	-2.069	27.081	0.262	-0.03	0.284
O	3.239	-5.698	26.092	-0.23	0.275	0.136
O	-9.405	1.84	24.491	-0.088	0.124	0.47
O	-3.033	7.687	27.597	0.117	0.212	-0.151
O	-4.759	7.916	25.656	-0.258	0.02	0.115
O	2.021	-3.807	-3.516	0.53	-0.165	-0.418
O	-1.884	-5.709	-1.083	0.345	0.019	-0.689
O	0.892	0.625	0.054	0.229	0.356	-0.343
O	-6.784	1.594	24.291	-0.019	-0.261	-0.295
O	1.429	6.027	25.58	-0.245	-0.311	-0.114
O	1.521	7.568	-2.669	0.31	-0.575	-0.584
O	-9.51	-4.707	-5.332	0.169	0.307	0.552
O	-0.506	-2.541	23.193	-0.278	-0.163	0.227
O	-9.447	7.725	-6.04	-0.259	0.421	-0.106
O	-10.818	5.912	-4.628	-0.279	-0.118	-0.112
O	4.313	2.328	24.469	-0.194	-0.514	-0.203
O	-3.78	-1.265	-3.791	0.287	0.094	0.081
O	-4.221	-6.185	24.393	-0.459	0.09	0.195
O	0.338	2.798	23.027	0.046	-0.01	0.394
O	-5.864	0.339	-3.964	-0.209	-0.033	-0.654
O	-10.561	-2.936	-1.08	-0.185	-0.151	-0.182
O	-8.43	0.458	27.705	0.637	-0.043	0.234
O	-9.983	6.813	24.472	0.347	0.377	0.003
O	-1.986	2.374	28.248	-0.129	-0.059	-0.325
O	-5.775	2.044	-2.012	-0.301	-0.341	-0.075
O	-3.076	-5.749	-3.509	0.273	-0.493	-0.1
O	-5.157	7.979	23.104	-0.021	-0.461	0.207
O	3.681	-0.641	25.167	0.078	0.279	0.178
O	-5.434	-4.79	-4.314	-0.088	0.087	0.469
O	-0.114	5.688	-2.204	0.121	-0.192	0.032
O	-10.612	-0.417	-1.712	-0.132	0.18	-0.216
O	-7.924	-0.357	-1.523	0.03	0.207	0.065
O	4.288	-2.429	27.159	-0.271	-0.354	-0.525
O	-8.893	6.656	-3.032	0.292	-0.283	-0.116
O	-0.253	-6.249	26.046	-0.026	-0.212	-0.598
O	-1.284	-4.04	27.12	0.176	-0.098	0.142
O	-5.336	-6.632	-2.454	0.012	0.33	0.149
O	1.081	-6.258	-3.484	-0.461	-0.123	-0.309
O	1.792	2.749	25.235	-0.33	0.224	0.237
O	4.993	-5.053	-3.546	-0.384	0.213	0.304
O	-4.682	-1.068	24.769	-0.411	0.298	0.155
O	-6.714	-6.66	28.217	0.129	-0.04	-0.43
O	0.656	-4.446	-1.478	0.384	-0.092	-0.097
O	4.356	1.903	-6.323	0.081	0.101	0.308
O	-4.78	-3.334	-6.465	-0.224	0.144	-0.66
O	-9.313	1.609	-2.608	-0.378	0.147	-0.007
O	0.449	3.542	-3.672	0.476	0.059	0.28
O	0.536	7.854	27.154	0.579	-0.102	0.144
O	3.739	0.104	27.673	-0.272	-0.218	0.496
O	-0.617	-4.464	-3.78	0.065	0.063	-0.613
O	-4.613	-7.228	-4.956	-0.597	-0.205	0.249
O	-0.374	0.481	27.397	0.503	-0.313	0.209
O	-0.331	5.462	27.633	0.089	-0.577	-0.406
O	3.799	-2.007	-2.655	0.12	0.136	-0.284
O	-4.132	1.453	24.484	0.282	0.301	-0.14
O	-3.955	-3.585	24.614	0.03	0.078	0.694
O	-10.387	-0.59	26.386	0.039	-0.026	-0.109
O	-5.47	7.452	-1.011	-0.486	-0.582	-0.36
O	-1.082	5.383	-4.687	0.348	0.093	-0.048
O	-1.975	3.982	-2.647	-0.3	-0.398	-0.27
O	5.077	-7.181	24.872	0.442	0.038	0.478
O	-4.075	3.752	-1.043	-0.189	0.096	0.046
O	-3.582	4.878	-5.517	-0.168	0.219	0.36
O	4.5	-3.618	-5.859	0.304	0.52	-0.025
O	-9.265	5.452	27.677	-0.585	-0.038	-0.03
O	-1.151	-1.31	-4.154	0.129	-0.704	-0.38
O	-2.477	-6.689	-6.448	-0.175	0.528	0.467
O	-7.344	2.55	-4.053	0.149	0.325	-0.544

Results
total energy: -105602.169 eV
total energy less fixed offsets of O -438.25, Si -107.07 eV per atom: -4.719 eV
